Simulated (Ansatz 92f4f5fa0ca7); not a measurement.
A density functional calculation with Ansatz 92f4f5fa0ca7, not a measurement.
Periodic cell of 268 atoms, Si148O120, from a study of silicon, its oxide and their interface. The atomic structure is a simulated model.
This geometry differs little from another in the collection (a relaxation step or a small displacement).

Settings
functional: r2SCAN
potential files: Ansatz PAW
basis: plane waves
wave-function cutoff: 800 eV
density cutoff ratio: 5
exchange-correlation grid ratio: 1
k mesh: 1 x 1 x 1, shifted by 0.5 0.5 0 of a step
self-consistency stop: 1e-10 eV per atom in the density residual
occupations: fixed
spin: none
net charge: 0

Cell vectors (angstrom)
a  10.88  0  0
b  0  10.88  0
c  0  0  37.6206

Atoms and the computed forces on them: element, x, y, z (angstrom), force x, y, z (eV/angstrom)
Si  0.1149  0.2171  -0.1566  0.0045  -0.0092  0.0067
Si  3.0234  2.5781  -0.075  0.0026  -0.0041  0.0131
Si  -0.3705  5.7855  -0.1588  0.0029  -0.0033  0.0039
Si  3.1556  7.6701  -0.1326  0.0061  -0.0059  0.0231
Si  5.1329  0.2401  -0.0865  -0.0037  0.0099  0.0177
Si  7.5443  3.2778  -0.0956  -0.0009  -0.0048  0.0026
Si  5.4298  5.5254  0.2947  0.0046  -0.0062  0.0091
Si  8.299  8.0166  0.0239  -0.01  0.0095  0.0053
Si  1.3816  1.513  1.2613  0.0013  -0.0019  -0.0021
Si  4.035  4.0822  1.4182  0.0019  -0.0024  -0.0019
Si  1.3532  6.7763  1.1459  0.0037  0.0005  -0.0024
Si  4.0431  9.4721  1.1739  -0.0004  0.0037  -0.0018
Si  6.681  1.4759  1.2026  -0.0034  -0.0048  -0.0009
Si  9.3727  4.1819  1.1437  -0.0007  0.0003  -0.0036
Si  6.8409  6.9092  1.4728  -0.0042  0.0025  -0.0027
Si  9.563  9.6576  1.1234  0.0021  -0.0029  -0.0042
Si  -0.094  2.8272  2.5272  -0.0002  -0.0018  0.0003
Si  2.6833  -0.0004  2.5566  0.0047  0.0014  -0.004
Si  0.0313  8.2366  2.5037  0.0031  0.006  -0.001
Si  2.5987  5.4457  2.6422  -0.0014  0.003  0.0003
Si  5.3938  2.713  2.7226  -0.0025  -0.0013  0.0022
Si  8.1348  0.0962  2.492  -0.0031  0.0007  0.001
Si  5.3995  8.2661  2.6711  -0.0024  -0.0011  0.0003
Si  8.1711  5.4701  2.7073  -0.0024  -0.0006  0.002
Si  1.2556  4.1086  3.9823  0  0.0003  0.0002
Si  4.0253  1.3277  3.9894  0.0005  0.0005  -0.0013
Si  1.3347  9.5501  3.9381  -0.0033  -0.0012  -0.0016
Si  4.0179  6.8353  3.946  0  0.0024  -0.0017
Si  6.7839  4.0939  4.0156  -0.001  -0.0001  0.0006
Si  9.4801  1.4169  3.899  -0.0012  0.0009  0
Si  6.7996  9.6221  3.9399  0.0003  -0.0023  -0.0007
Si  9.5598  6.8727  3.9376  0.0003  -0.0013  0.0009
Si  -0.0462  0.031  5.2638  0.0008  0.0018  0.0002
Si  2.6475  2.7214  5.2996  0.0003  0.0003  0.0011
Si  -0.0336  5.4963  5.345  -0.0001  0.0008  0.0008
Si  2.6829  8.1912  5.3204  0.0004  -0.0008  -0.0002
Si  5.4271  0.0243  5.3416  -0.0022  0.0004  0.0008
Si  8.1451  2.7311  5.3391  -0.0018  -0.0008  0.001
Si  5.3896  5.4701  5.3021  0  0.0016  0.0013
Si  8.1473  8.2079  5.2702  -0.0016  0.0028  0.0008
Si  1.3126  1.3537  6.6573  -0.0004  0.0007  0.0004
Si  4.036  4.0923  6.6444  0.0009  0.0002  0
Si  1.3367  6.8295  6.6917  -0.0002  0.0001  0.0003
Si  4.0659  9.5292  6.6767  0.0001  0.0016  0.0003
Si  6.7809  1.3706  6.6945  0.0004  -0.0002  -0.0002
Si  9.5013  4.1035  6.6832  -0.0011  0.0004  0
Si  6.7797  6.8249  6.6305  -0.002  -0.0005  0.0001
Si  9.4921  9.5484  6.6445  -0.0009  -0.0015  0.0002
Si  -0.0332  2.703  8.0234  -0.0017  0.0007  0.0008
Si  2.6958  0.0151  8.0214  0.0008  0.0011  0.0004
Si  -0.0368  8.194  8.0211  -0.0002  0.0012  -0.0002
Si  2.6864  5.4408  8.0204  0.0003  0.0005  0.0002
Si  5.3974  2.7299  8.0089  -0.0008  0.0008  0.0001
Si  8.1389  -0.0096  8.0336  -0.0014  0.0008  0.0004
Si  5.4234  8.1547  8.0118  -0.0006  0.0009  0.0007
Si  8.1226  5.4563  8.0106  -0.0013  0.0001  0.0002
Si  1.3568  4.0321  9.3623  0.0006  0.0016  0.0013
Si  4.0445  1.3839  9.3921  0.0008  -0.0003  -0.0008
Si  1.3354  9.5397  9.3785  -0.0017  -0.0028  0.0017
Si  4.054  6.802  9.3614  0.0001  -0.0018  0.0011
Si  6.7916  4.0484  9.3512  -0.0008  0.0017  0.0009
Si  9.4997  1.3358  9.3982  -0.0027  0  0.0003
Si  6.7788  9.5007  9.3791  -0.0004  0.0011  -0.0006
Si  9.4868  6.8157  9.3673  -0.0006  0.0012  0.0012
Si  0.0089  0.0132  10.7737  -0.0002  0.0027  -0.0019
Si  2.691  2.7124  10.8093  0.0014  0.0026  -0.0042
Si  -0.0271  5.3885  10.649  -0.0031  0.0018  0.0029
Si  2.695  8.1777  10.7233  -0.0013  0.0048  0.0012
Si  5.423  0.0055  10.7049  0.0005  0.0007  0.0007
Si  8.1246  2.6714  10.753  0.0015  -0.0021  -0.0006
Si  5.4005  5.382  10.6527  -0.0028  -0.0007  0.0012
Si  8.1319  8.1548  10.7614  -0.0024  -0.0031  -0.0001
Si  1.3328  1.364  12.2148  -0.0058  -0.0054  -0.0024
Si  4.1176  4.0713  12.1137  0.0053  0.006  -0.0028
Si  1.3649  6.6951  11.9763  -0.0022  0  0.0019
Si  4.035  9.5986  12.0703  -0.0009  0.0009  -0.0012
Si  6.7675  1.2975  12.1347  -0.005  0  -0.0025
Si  9.5367  4.0311  12.0428  -0.0036  0.0026  0.0013
Si  6.7298  6.7028  11.9956  0.0016  0.0014  0.0018
Si  9.5385  9.5156  12.1058  0.0026  -0.0025  0.0004
Si  -0.0154  2.7961  13.5667  -0.0009  0.0026  -0.0024
Si  2.7347  0.0304  13.598  0.0047  -0.0001  -0.0026
Si  0.0038  7.992  13.314  -0.0056  0.0018  0.0006
Si  2.7527  5.46  13.427  0.0009  0.003  -0.001
Si  5.4023  2.6575  13.5176  0.0046  -0.0028  0.0007
Si  8.1891  -0.0051  13.5199  -0.0029  0.0009  -0.0011
Si  5.3511  8.1019  13.265  0.0033  -0.0015  -0.0017
Si  8.083  5.3063  13.3239  0.001  0.0047  -0.0016
Si  1.611  4.0022  14.8411  -0.0182  0.0142  0.013
Si  3.8068  1.703  15.0024  0.0119  -0.0129  0.0057
Si  1.5106  9.1844  14.6024  0.0028  0.0005  0.0049
Si  3.82  7.101  14.7452  -0.0007  -0.001  0.0016
Si  6.9946  3.8085  14.7786  -0.0073  0.0014  0.0024
Si  9.2826  1.6663  14.8949  0.0013  -0.0042  0.0089
Si  7.014  9.0785  14.4974  -0.0052  -0.0058  0.0056
Si  9.2715  6.8071  14.5882  -0.0042  -0.0104  -0.0074
Si  -6.8047  -3.1855  21.3029  -0.0019  -0.0027  -0.0055
Si  0.0908  5.759  16.9982  -0.002  -0.0019  -0.0097
Si  3.0392  11.2702  25.5935  0.0013  0.002  -0.0041
Si  10.2057  -0.474  16.6482  -0.0017  0.0036  -0.0036
Si  9.5254  2.0707  23.3911  0.0017  -0.0023  -0.0107
Si  5.3417  12.092  17.814  -0.0001  0.0083  -0.007
Si  7.1822  -0.9741  17.1364  -0.0005  0.0038  -0.0047
Si  5.7332  5.7762  16.9037  -0.0014  -0.0022  -0.0089
Si  6.1213  4.3224  26.5498  -0.0021  -0.0009  -0.0051
Si  5.7798  5.5888  19.8902  0.0025  0.0007  -0.0045
Si  3.3619  7.0114  24.0234  0.0035  0.0007  -0.0087
Si  -2.4553  8.3782  25.2162  0.0014  -0.0008  -0.0035
Si  -0.2592  -2.6676  18.4808  -0.0003  0.0013  -0.0058
Si  -3.318  7.4562  18.512  -0.0024  -0.0004  -0.0074
Si  7.0101  3.0967  19.4295  -0.0043  -0.0002  -0.0046
Si  9.8288  4.1735  19.5327  -0.003  0.0005  -0.0089
Si  14.8445  -0.4629  20.2048  -0.0019  -0.001  -0.0081
Si  10.834  4.6621  22.5232  -0.002  -0.0008  -0.0076
Si  9.2217  1.6197  20.5359  -0.0025  0.0006  -0.0082
Si  -7.7225  1.1698  22.6175  -0.0008  -0.0002  -0.0085
Si  2.7632  -6.8677  23.5133  -0.0006  0.001  -0.0063
Si  -4.2474  6.6749  30.5415  -0.0009  -0.0011  -0.0058
Si  0.7557  1.936  31.7222  -0.002  0.0013  -0.0014
Si  8.4831  10.5256  26.9782  0.0018  0.0003  -0.0045
Si  -0.0356  -4.8139  27.438  -0.0004  0.0009  -0.0053
Si  -2.8754  2.3354  25.9624  -0.0001  -0.0009  -0.0061
Si  3.584  -0.632  31.0577  0.0006  0.0006  0.0032
Si  -0.2438  2.4885  29.2113  -0.0013  0.0003  -0.0041
Si  7.4521  8.0786  27.8974  -0.0016  0.0007  -0.0056
Si  9.261  14.0225  33.0817  -0.0006  -0.0015  -0.0034
Si  -1.9682  1.4371  35.5137  -0.0053  0.0018  0.0021
Si  -2.2478  4.1771  27.9627  0.0015  0.0008  -0.0042
Si  1.5144  8.861  20.7568  0.0005  -0.0012  -0.0067
Si  11.055  -3.7492  24.4446  0.002  -0.0022  -0.0079
Si  11.2513  0.2213  22.049  -0.0017  -0.0025  -0.0059
Si  12.7042  15.0919  28.392  0.0012  -0.0001  -0.0042
Si  11.9873  10.0796  32.7184  0  0.0034  -0.0023
Si  3.3879  3.1489  26.325  -0.0011  0.0005  -0.0059
Si  5.0025  -5.0675  33.7979  0.0006  0.0004  -0.0049
Si  -3.7367  7.8181  33.4944  0.0002  -0.0009  0.0006
Si  2.2162  -3.9068  29.0797  -0.0006  -0.0006  -0.0034
Si  -7.8703  -1.1627  28.1235  -0.0007  0.0008  -0.004
Si  6.974  -1.0434  35.4845  -0.0016  0.0069  0.0041
Si  6.4479  3.9466  31.8894  0.0001  0.0007  -0.0023
Si  5.8974  7.1762  25.6541  -0.0021  -0.0006  -0.0051
Si  -7.0608  2.2449  32.1154  -0.0001  -0.0022  -0.0015
Si  0.577  0.3349  27.2647  0.0011  -0.0017  -0.0031
Si  1.4577  9.1447  35.4814  -0.0035  0.0069  0
Si  3.963  7.3989  31.3302  0.0018  -0.0009  -0.0019
Si  0.1661  5.1063  34.4125  -0.0027  -0.0044  0.0012
Si  13.8201  -7.058  34.6472  -0.0019  -0.0009  0.0033
Si  10.3056  7.9113  33.8048  -0.0033  -0.0005  -0.0013
O  -0.6437  1.2393  -1.1961  -0.0076  0.0002  0.0042
O  1.2495  -0.6161  -0.9988  -0.001  0.0072  -0.0113
O  -3.4622  -2.3085  -1.23  0.0154  -0.0031  -0.0066
O  2.6092  3.2438  -1.5038  -0.0009  0.0021  -0.0003
O  3.9649  5.0863  -2.8134  -0.0017  0.0025  -0.0023
O  -5.2344  -0.3715  -1.5201  0.0006  -0.0132  -0.0028
O  2.5771  8.1085  -1.6081  -0.0038  -0.0006  -0.0007
O  -0.0172  8.4961  -2.3943  -0.002  0.0048  0.0013
O  8.7206  -3.254  -3.7753  -0.0002  -0.0038  -0.0005
O  -0.1331  -12.744  -4.941  -0.003  -0.0017  0.0013
O  11.0796  6.5062  -4.0279  0.0058  0.0035  0.008
O  8.0149  2.6447  -1.5231  0.0015  0.0058  -0.0068
O  6.4407  4.4524  -0.5103  -0.0017  0.0103  0.0039
O  4.3658  6.584  -0.4451  -0.005  0.0025  -0.0169
O  11.0926  5.2993  -1.6005  -0.0043  -0.0001  -0.0013
O  9.3446  6.8828  -0.5203  0.0063  0.0048  0.0067
O  1.1638  4.8699  16.1703  0.0042  -0.0045  0.0097
O  2.6624  2.8375  15.3414  -0.0065  0.0011  -0.0244
O  -1.1396  -4.8128  15.9805  0.0024  -0.0036  0.0037
O  4.4353  1.3336  16.4764  -0.0104  0.0083  0.0103
O  2.6607  8.1748  15.24  -0.003  0.0018  -0.0047
O  0.4593  9.8241  15.6753  -0.0171  0.0007  -0.0055
O  6.0296  7.841  27.1422  0.0016  0.0021  0.0037
O  -7.3705  5.4502  23.5733  -0.0002  0.0001  0.0015
O  4.1292  0.5052  21.5029  0  0.0031  0.005
O  6.2529  4.4949  16.0666  0.0002  0.0033  0.0052
O  6.2487  -1.4773  15.9177  -0.0003  -0.0003  0.0036
O  8.1231  2.7442  15.3553  0.0047  0.0018  -0.0041
O  8.1257  7.9315  14.8561  0.021  0.0076  -0.0002
O  10.2221  13.4852  19.7144  0.0006  -0.0001  0.003
O  15.5938  6.2865  20.8654  0.0011  0.005  0.0079
O  7.0234  6.6445  19.7958  -0.0004  -0.003  0.0009
O  -2.6193  -6.7798  19.0368  0.0031  -0.0007  -0.0007
O  -0.3758  -10.1058  23.3705  -0.0014  0.0011  0.0013
O  -3.8601  6.7255  17.1706  -0.0024  0.0062  0.0036
O  4.5533  6.5108  16.0824  -0.001  -0.0028  0.008
O  -1.7191  7.5317  18.5284  0.0022  0.0054  -0.0048
O  -5.0481  13.5236  18.4012  0.0025  0.0027  0.0059
O  10.658  -1.0845  18.0799  0.0042  -0.0017  -0.0022
O  8.7513  2.1471  21.9853  0.0021  -0.0003  0.0052
O  7.7532  1.6807  19.8174  0.0033  -0.0015  0.0025
O  11.491  7.2312  17.5011  -0.0018  0.0009  0.0042
O  6.7542  11.403  17.4553  -0.0009  -0.003  -0.0028
O  3.5735  2.7172  22.9291  0  0.003  0.0039
O  8.5177  1.7747  24.575  -0.0055  -0.0011  0.0051
O  4.5475  0.3031  18.9085  -0.0011  -0.0048  0.0069
O  10.0272  1.1021  16.2792  0.0019  0.0003  0.0021
O  7.0297  8.99  18.456  -0.0011  -0.0002  0.0084
O  14.065  0.2401  23.9758  0.0008  -0.003  0.0087
O  10.1616  0.3196  20.813  0.0026  0  0.0035
O  8.6892  9.8475  16.5491  0.0005  0.0028  0.0023
O  12.5551  1.1811  21.9398  -0.0012  -0.0015  0.0031
O  14.8144  1.6872  25.9617  0.0004  0.0001  0.0026
O  10.6028  4.9189  18.3395  -0.0031  0.0005  0.0061
O  -3.1305  9.6601  28.1507  0.0017  -0.0006  0.0058
O  -3.8728  4.3792  27.9355  0.0019  -0.0001  0.0048
O  -0.2042  -4.8155  23.2973  0.0016  0.0027  0.0041
O  2.4817  -3.2734  21.0193  0.0005  -0.0023  -0.0028
O  -1.0848  8.201  24.3483  -0.0016  0.0013  0.0027
O  0.8923  9.5667  22.0917  -0.0015  0.002  0.0032
O  6.5575  2.9968  25.7379  0  0.0016  0.0013
O  -4.4728  5.643  25.6955  0.0007  0  0.0043
O  1.7901  -3.419  24.2529  -0.0021  0.0003  0.0067
O  5.1739  5.4046  18.3833  0.0011  0.0013  0.005
O  2.3914  -0.8753  19.9737  -0.0008  -0.0001  0.0041
O  3.8065  -0.5876  29.4367  0.0008  -0.0001  0.0062
O  0.289  8.2134  19.9735  -0.0024  0.0022  0.0044
O  6.9997  7.4859  31.911  -0.0009  0.0028  0.0051
O  15.007  7.9005  22.8992  -0.0039  0.0004  0.0092
O  -4.6761  4.1137  20.4446  0.0017  0.0004  0.0042
O  1.446  0.5775  25.9076  -0.0017  0.0003  0.0053
O  0.872  -6.1291  27.2124  0.0006  0.0003  0.0031
O  -1.4619  -5.3007  28.028  -0.0001  0.0005  0.0036
O  -2.9391  12.0346  27.0625  -0.0005  -0.0018  0.0039
O  -0.3029  13.9662  32.1409  -0.002  0.0009  0.0037
O  -9.3594  21.2328  28.2505  0  -0.0017  0.0027
O  10.1837  3.5356  23.5001  -0.0011  0.001  0.004
O  2.4595  3.6572  25.0825  0.0014  -0.0001  0.0064
O  10.1797  4.7981  21.0212  0.0012  0.0005  0.0097
O  0.0217  -4.1763  25.9797  -0.0019  -0.0032  0.0055
O  -0.7882  -0.4901  27.0771  0  0.0006  0.0019
O  -5.82  6.9106  30.2406  -0.0011  0.004  0.0013
O  0.6581  6.9886  28.5954  0.0001  0.0013  0.0026
O  0.8262  3.6789  29.5359  -0.0014  0.0003  0.0029
O  7.4879  -3.6219  29.2923  0.0014  -0.0025  0.0051
O  2.0024  -0.8475  31.375  -0.0023  0.0013  0.0026
O  4.0683  6.484  32.6503  0.0042  -0.0016  -0.0035
O  4.6995  -1.8934  20.5273  0.001  -0.0007  0.0026
O  13.6343  16.3272  28.8665  0.0006  0.0009  0.0023
O  5.9783  4.6663  33.2392  0.0002  0.0017  0.0076
O  6.9991  7.8311  24.6213  -0.0001  -0.0009  -0.0001
O  4.3071  8.9421  31.6843  -0.0018  -0.0017  0.0063
O  -5.7457  3.0273  31.4794  -0.0012  0.0014  0.0034
O  -6.3465  4.218  26.6978  -0.0013  0.0009  0.0033
O  -1.7221  3.1688  29.1334  -0.0003  -0.0024  0.0037
O  -2.7419  9.9461  25.5034  -0.0022  0.0017  0.0045
O  9.6212  4.4016  34.0444  -0.0025  0.0053  -0.0045
O  2.4908  18.1631  30.6516  0.0007  0.0006  0.0054
O  14.4481  -0.7627  26.6324  0.0008  -0.0019  0.0054
O  2.6332  2.9875  27.7472  -0.0025  -0.0007  0.0046
O  8.5512  7.6973  26.727  -0.0016  -0.0015  0.0032
O  12.3964  4.2405  22.5049  0.0021  -0.0016  0.0036
O  6.8328  5.0756  30.7718  -0.0046  0.0018  0.0049
O  7.8595  3.2138  32.254  -0.002  -0.0003  -0.0005
O  2.3013  2.4479  31.504  0.001  0.0013  0.001
O  15.2005  7.2646  25.3056  0.0034  -0.0017  0.0046
O  -1.6665  1.8036  33.9834  0.0031  -0.0021  0.0059
O  1.9664  -1.1455  34.0593  0.0016  -0.0076  0.0038
O  3.6444  -8.1662  33.6711  -0.0014  0.0002  0.0033
O  6.7718  -1.5455  33.9552  0.0021  0.0015  0.0023
O  0.1058  12.6559  27.8122  -0.0019  0.0009  0.0027
O  0.057  12.2645  30.3513  0.0013  -0.0021  0.0029
O  -1.8967  3.4959  26.5251  0.0003  0.0018  0.0036
O  -6.7361  0.6752  31.8343  -0.0006  0.0009  0.0019
O  -4.8087  6.9093  34.3423  -0.0025  0.0025  -0.0002
O  4.0328  1.3687  37.1196  0.0036  0.001  -0.0184
O  8.1635  0.0253  35.55  -0.0101  0.0004  -0.0025
O  1.5103  15.1588  34.0193  -0.0009  0.0006  0.0007
O  11.5534  11.6339  32.8269  0.0008  -0.001  0.0039
O  2.9811  -2.7793  28.2063  -0.0006  0.0009  0.0009

Results
free energy: -163106.444 eV
free energy less fixed offsets of O -570.45, Si -639.56 eV per atom: 2.436 eV

The program warned: the cutoff lies below the one the program advises for these potential files; the forces do not sum to zero within the program's tolerance; empty levels may hold ghost states of the PAW files; the exchange-correlation potential is rough where the density is thin.
